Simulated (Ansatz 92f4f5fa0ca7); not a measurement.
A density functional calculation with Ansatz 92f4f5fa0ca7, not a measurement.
Periodic cell of 222 atoms, Si131O89P2, from a study of silicon, its oxide and their interface. The atomic structure is a simulated model.
Doubt: the cutoff is far below the 930 eV that the study's wrapper takes by default for these files, so forces and energies are approximate.
This geometry differs little from another in the collection (a relaxation step or a small displacement).

Settings: functional PBE; potential files Ansatz PAW; basis plane waves; wave-function cutoff 580 eV; density cutoff ratio 5; exchange-correlation grid ratio 1; k mesh 1 x 1 x 1, Gamma-centred; self-consistency stop 5e-08 eV per atom in the density residual; occupations fixed; spin none; net charge 0.

Cell vectors (angstrom)
a, 10.938, 0, 0
b, 0, 10.938, 0
c, 0, 0, 32.1988

Atoms and the computed forces on them: element, x, y, z (angstrom), force x, y, z (eV/angstrom)
Si, 10.6353, 0.2802, 24.8549, -0.0129, -0.0043, 0.0116
Si, 5.6471, 10.7576, 24.8114, -0.0277, 0.0313, 0.0319
P, 2.4108, 2.9738, 24.606, 0.0242, -0.0074, -0.0454
Si, 8.4488, 2.5271, 24.8307, 0.0034, 0.0048, 0.0157
P, 0.1225, 5.3083, 24.6256, 0.0108, -0.0273, -0.0238
Si, 5.1173, 5.7151, 24.6922, -0.0062, -0.0048, -0.0178
Si, 2.8714, 7.9614, 24.619, -0.0084, -0.0084, -0.0026
Si, 7.8682, 8.5023, 24.6511, 0.0165, -0.0038, 0.0164
Si, 1.418, 1.4279, 26.0295, -0.0049, -0.0034, -0.0012
Si, 6.8488, 1.3655, 26.1356, 0.0062, 0.0001, 0.0072
Si, 4.0097, 4.0109, 25.961, -0.0056, 0.0103, 0.0103
Si, 9.6608, 4.1491, 26.0708, 0.0057, -0.0186, -0.0041
Si, 1.3112, 6.7501, 25.9982, 0.0029, 0.0106, 0.0012
Si, 6.7623, 6.8569, 25.9838, 0.0011, -0.0053, -0.0065
Si, 4.0383, 9.5265, 26.0224, 0.0059, 0.0033, -0.0142
Si, 9.4771, 9.5756, 26.0799, 0.0024, 0.006, -0.002
Si, 2.7109, -0.0122, 27.3817, -0.0056, -0.0063, 0.0144
Si, 8.1666, -0.0236, 27.5115, 0.0027, 0.0121, -0.0058
Si, 0.0393, 2.753, 27.4489, 0.0027, 0.0037, -0.0023
Si, 5.4415, 2.7593, 27.3928, 0.0107, -0.0066, 0.0069
Si, 2.7034, 5.4211, 27.3886, -0.0027, -0.0072, -0.0004
Si, 8.1797, 5.4951, 27.3458, -0.0048, -0.0008, 0.0124
Si, -0.0258, 8.1851, 27.3581, 0.0021, 0.0054, 0.0033
Si, 5.4373, 8.2031, 27.4183, 0.004, 0.0049, 0.0171
Si, 4.0878, 1.3608, 28.7584, 0.0003, 0.004, -0.0038
Si, 9.584, 1.3651, 28.7945, -0.0031, -0.006, -0.0082
Si, 1.3646, 4.1124, 28.8229, 0.0046, -0.0038, -0.0041
Si, 6.8337, 4.1192, 28.7475, -0.0022, 0.0042, -0.0028
Si, 4.0859, 6.8063, 28.7572, 0.0013, 0.0014, 0.0045
Si, 9.5462, 6.8389, 28.7523, 0.0004, 0.0019, -0.0022
Si, 1.3464, 9.5534, 28.7462, 0, 0.0011, -0.0049
Si, 6.7898, 9.5514, 28.8299, -0.0044, -0.0049, -0.0014
Si, 0.0084, -0.0109, 30.1457, 0.0083, 0.0008, 0.0014
Si, 5.4489, 0.013, 30.1593, -0.0008, -0.0011, -0.0018
Si, 2.7385, 2.7302, 30.1511, 0.0002, -0.002, 0.0042
Si, 8.1998, 2.7444, 30.1345, 0.0006, 0.0042, 0.0013
Si, -0.0176, 5.4849, 30.1484, -0.0074, 0.0015, 0.0013
Si, 5.4687, 5.4678, 30.139, 0.0019, -0.0064, 0.0006
Si, 2.7259, 8.1956, 30.1274, -0.0012, 0.0026, -0.0003
Si, 8.2004, 8.198, 30.1525, 0.0019, -0.0016, 0.0007
Si, 1.3673, 1.3673, 31.515, 0.0448, -0.0522, 0.0071
Si, 6.8362, 1.3673, 31.515, 0.0379, 0.0986, -0.0834
Si, 4.1018, 4.1018, 31.515, 0.0657, -0.0508, -0.0079
Si, 9.5708, 4.1018, 31.515, -0.0639, 0.055, -0.049
Si, 1.3673, 6.8362, 31.515, -0.0592, 0.0691, -0.0766
Si, 6.8362, 6.8362, 31.515, -0.0217, -0.03, 0.016
Si, 4.1018, 9.5708, 31.515, -0.1586, -0.0726, -0.0746
Si, 9.5708, 9.5708, 31.515, -0.0198, -0.0003, -0.0062
Si, 2.7345, 0, 0.6835, 0.0223, -0.0559, 0.1292
Si, 8.2035, 0, 0.6835, -0.0412, 0.0436, -0.0677
Si, 0, 2.7345, 0.6835, -0.0447, -0.0156, 0.0782
Si, 5.469, 2.7345, 0.6835, 0.1159, -0.0202, 0.0283
Si, 2.7345, 5.469, 0.6835, -0.0261, 0.1369, -0.1189
Si, 8.2035, 5.469, 0.6835, 0.05, -0.1202, 0.1073
Si, 0, 8.2035, 0.6835, 0.1166, -0.0839, -0.0123
Si, 5.469, 8.2035, 0.6835, -0.007, 0.0312, 0.0828
Si, 4.1259, 1.3572, 2.0567, -0.0018, -0.0034, 0.0016
Si, 9.5674, 1.3553, 2.0547, 0.0003, 0.0048, 0.0015
Si, 1.3716, 4.1183, 2.0381, -0.0029, -0.0024, 0.0029
Si, 6.8491, 4.0851, 2.0606, 0.001, 0.0009, -0.0003
Si, 4.1061, 6.8283, 2.0563, -0.001, 0.002, 0.0003
Si, 9.5798, 6.8357, 2.0523, 0.0012, -0.0036, 0.0009
Si, 1.3819, 9.5492, 2.0535, 0.0037, 0.0025, 0.0009
Si, 6.8291, 9.5909, 2.0516, -0.0041, -0.0002, 0.0019
Si, -0.0029, -0.0337, 3.3929, -0.008, -0.0058, -0.0088
Si, 5.4918, 0.0102, 3.4743, 0.0017, 0.0004, -0.0009
Si, 2.7773, 2.7791, 3.369, 0.0016, 0.0079, -0.0059
Si, 8.1933, 2.6968, 3.4515, 0.0015, -0.0036, 0.0014
Si, 0.0221, 5.4778, 3.4341, 0.0007, 0.0007, 0.0032
Si, 5.4844, 5.4635, 3.4119, 0.001, 0.0025, -0.0084
Si, 2.769, 8.2066, 3.4496, 0.0012, -0.0001, 0.0022
Si, 8.2082, 8.2246, 3.3835, -0.0013, 0, -0.0114
Si, 1.3965, 1.3862, 4.6369, 0.0043, 0.0015, 0.0189
Si, 6.8489, 1.3469, 4.9117, -0.0017, 0.0023, -0.0032
Si, 4.1596, 4.0828, 4.8069, -0.004, -0.0074, 0.011
Si, 9.5782, 4.0827, 4.7646, -0.0009, 0.0016, -0.0037
Si, 1.4157, 6.8306, 4.8221, -0.0019, -0.0015, -0.0015
Si, 6.8307, 6.884, 4.7341, -0.0047, -0.0029, 0.0028
Si, 4.139, 9.574, 4.8508, -0.0034, -0.0007, -0.0055
Si, 9.5587, 9.5486, 4.7926, 0.0089, 0.0047, 0.0089
Si, 2.7499, 0.1056, 6.0671, -0.0061, 0.0042, -0.0034
Si, 8.2093, -0.0653, 6.2706, -0.0017, -0.0021, -0.0015
Si, 0.0307, 2.6711, 6.0444, 0.0023, -0.0005, -0.0073
Si, 5.4795, 2.7225, 6.2977, 0.0017, 0.0072, 0.0006
Si, 2.8174, 5.4748, 6.1829, -0.0022, -0.0008, -0.0057
Si, 8.1768, 5.4767, 6.0486, 0.0023, -0.003, 0.0007
Si, 0.014, 8.1851, 6.1589, 0, 0.0042, -0.0005
Si, 5.5343, 8.2187, 6.2366, -0.0021, 0.0006, -0.0019
Si, 3.8411, 1.567, 7.6092, 0.0001, 0.0064, -0.0052
Si, 9.8407, 1.1405, 7.4544, 0, -0.0054, 0.0049
Si, 1.6324, 3.7955, 7.3144, 0.0126, -0.0011, 0.0026
Si, 6.6537, 4.4136, 7.4888, -0.0052, -0.0086, -0.0096
Si, 4.4091, 6.6314, 7.5484, -0.0004, -0.0061, 0.0043
Si, 9.3706, 6.9443, 7.4123, 0.0082, -0.0053, 0.0094
Si, 1.1423, 9.9168, 7.3011, -0.0015, -0.0045, -0.0093
Si, 7.1653, 9.2222, 7.677, 0.0054, 0.0059, 0.0058
O, 8.3162, 8.0818, 7.9288, 0.0001, 0.0053, -0.0133
O, 2.722, 2.7328, 7.954, -0.007, 0.0014, 0.006
O, 9.5499, 1.4061, 24.2979, 0.0065, 0.0009, -0.0205
O, 4.0001, 6.8274, 24.1496, 0.011, 0.0087, 0.0158
O, 0.0312, 0.0273, 7.9606, -0.0033, -0.0002, 0.0009
O, 5.5267, 5.5065, 8.0391, 0.0004, 0.0059, 0.0016
O, 6.7512, 9.6549, 24.314, 0.0295, -0.048, -0.0509
O, 3.866, 7.3903, 8.935, 0.0005, 0.0011, -0.0001
O, 0.8197, 4.3667, 8.6109, -0.0015, 0.0027, -0.0008
O, 9.8217, 6.1667, 8.8051, 0, -0.0001, 0.0008
O, 2.1078, 9.3837, 8.515, 0.0021, 0.0004, 0.0051
O, 7.5076, 3.9236, 8.8153, 0.002, 0.0018, 0.0043
O, 4.2692, 0.922, 9.081, 0.0017, -0.0014, 0.0028
O, 6.7391, 9.5524, 9.2339, 0.0003, -0.0017, 0.0038
O, 9.2118, 1.8574, 8.8013, -0.0009, 0.0014, -0.0004
O, 7.7067, 3.1622, 23.5085, -0.0045, 0.005, -0.0006
O, 9.9134, 6.4247, 24.0966, -0.0023, -0.0008, 0.0188
O, 5.0704, 0.4514, 23.4147, -0.0369, 0.0391, 0.004
O, 5.8556, 5.1078, 23.3499, -0.0035, 0.0173, 0.0087
O, 3.0582, 2.1576, 23.3014, -0.024, 0.0336, -0.0029
O, 2.2612, 8.6929, 23.2477, 0.0023, -0.0014, 0.0001
O, 8.3266, 8.0818, 23.1048, 0.0052, -0.0024, 0.0084
O, 0.2679, 10.428, 23.5473, 0.0066, -0.0079, -0.0011
Si, 4.3686, 1.5746, 22.4846, 0.0424, 0.0367, 0.0497
Si, 3.5021, 7.9253, 14.0441, -0.0003, 0.0013, 0.0031
Si, 7.1355, 0.9607, 14.6924, 0.0001, 0.0013, 0.0048
Si, 0.926, 9.3506, 22.5394, 0.0003, 0.0052, 0.0002
Si, 1.1865, 4.3026, 11.894, -0.0011, 0.0038, 0.0022
Si, 6.272, 8.9621, 15.3399, -0.0002, 0.0002, 0.0056
Si, 0.6857, 1.3606, 12.3118, 0, 0.0003, 0.0041
Si, 8.665, 4.9219, 20.5924, -0.0017, -0.0031, -0.0032
Si, 0.3336, 5.705, 9.3693, -0.0016, -0.0002, -0.0057
Si, 5.1142, 3.1165, 17.958, 0, 0.0005, 0.0036
Si, 0.8842, 3.7345, 16.7683, -0.0024, -0.0006, 0.0061
Si, 10.4107, 2.8057, 19.2583, -0.0025, 0.0026, 0.0036
Si, 5.2853, 1.1759, 10.3571, -0.0013, -0.0007, -0.0016
Si, 0.8991, 0.1476, 19.85, 0.0045, -0.0014, 0.0022
Si, 6.6535, 9.4526, 10.8719, -0.0022, 0.0017, 0.0015
Si, 9.3435, 9.6765, 18.3268, -0.0002, 0.0012, 0.0044
Si, 9.4001, 9.2325, 12.5814, -0.0016, 0.0009, 0.0017
Si, 6.5566, 3.8518, 22.5877, 0.004, -0.0061, 0.0036
Si, 2.4452, 8.0669, 9.3873, -0.0023, -0.0017, -0.0045
Si, 10.6299, 7.3741, 17.1009, -0.0006, 0.0002, 0.0055
Si, 2.5382, 6.2898, 16.6016, -0.0004, 0.0002, 0.0044
Si, 10.182, 4.4832, 14.2024, 0.0004, -0.0001, 0.0046
Si, 6.1411, 9.1835, 18.5363, -0.001, 0.0023, 0.0011
Si, 7.9709, 2.5669, 9.5852, -0.0022, 0.0001, -0.0043
Si, 8.8853, 2.1362, 12.4624, -0.0008, 0.0021, 0.0033
Si, 5.3717, 6.2416, 18.0997, 0.0003, -0.0015, 0.0031
Si, 3.9265, 0.5583, 19.4809, -0.0024, 0.0026, 0.0016
Si, 4.2868, 3.8324, 12.063, 0.0001, -0.0011, 0.0021
Si, 5.5536, 6.5954, 12.1494, 0.0005, 0.002, 0.0028
Si, 8.0308, 2.4877, 17.2659, 0, 0.0002, 0.0068
Si, 4.3734, 2.4784, 14.9829, -0.0004, 0.0015, 0.0046
Si, 1.5521, 1.2105, 15.2716, -0.0011, 0.0019, 0.0052
Si, 1.5785, 9.4022, 12.0555, 0.0014, -0.0007, 0.0019
Si, 8.0553, 6.8416, 13.8903, -0.0009, -0.0002, 0.0047
Si, 10.3955, 9.8302, 15.4951, 0, 0.0026, 0.004
Si, 9.6141, 7.1776, 22.6682, -0.0073, 0.0173, -0.0029
Si, 8.1789, 5.5026, 17.5014, 0.0008, 0.0003, 0.0077
O, 6.0562, 7.951, 11.2999, -0.0015, -0.0014, -0.0012
O, 6.0077, 9.1884, 16.919, 0, 0.0005, 0
O, 7.6925, 1.3539, 13.217, -0.0017, 0, -0.0007
O, 0.9045, 1.7442, 13.8814, 0.0006, 0, -0.0002
O, 9.4889, 6.2413, 16.9055, 0.0002, 0.0014, -0.0029
O, 6.7687, 6.1954, 13.1512, 0.002, 0.0004, -0.0003
O, 5.1658, 4.6516, 18.6312, -0.0002, 0.0022, -0.0016
O, 9.2356, 2.0994, 18.3191, 0.0003, 0.001, -0.0019
O, 2.3795, 0.0849, 19.0805, -0.0006, 0.0006, 0.0015
O, 9.4123, 10.2227, 16.7647, -0.0011, 0.0005, -0.0015
O, 2.796, 4.4273, 11.731, -0.0002, 0.0006, -0.0021
O, 5.0782, 10.3296, 19.1289, 0.0008, -0.001, 0.0004
O, 9.4294, 3.2398, 13.4986, 0.0001, 0.0021, -0.0023
O, 0.4819, 1.7389, 19.988, 0.0006, -0.0017, 0.0001
O, 3.1664, 1.3606, 15.0771, -0.0001, 0.0005, -0.0029
O, 8.2891, 5.4829, 19.1215, 0.0007, 0.0029, -0.0031
O, 3.9366, 6.5771, 17.393, 0.0008, 0.0008, -0.0009
O, 4.5869, 3.2851, 16.4028, 0, 0.0009, -0.0017
O, 9.0638, 5.6553, 14.3426, -0.0004, 0.0006, -0.0027
O, 5.4105, 2.7833, 22.1596, -0.0482, -0.0707, 0.0174
O, 10.6815, 4.1229, 15.6946, 0.0011, 0.0003, -0.0004
O, 0.3276, 3.8397, 18.3022, 0.0004, 0.0005, -0.0013
O, 10.4319, 10.5185, 19.2102, -0.0019, 0.0003, -0.0005
O, 9.6588, 10.0151, 14.0367, 0.0005, 0.0013, 0.0005
O, 10.8492, 8.1194, 22.1844, 0.0094, 0.012, -0.004
O, 1.2102, 2.1551, 16.549, -0.0001, 0.0013, -0.0027
O, 9.7327, 3.693, 20.453, 0, 0.0003, -0.0009
O, 8.1845, 4.0358, 16.8099, -0.0005, 0.0007, -0.0035
O, -0.0333, 9.0879, 11.9146, -0.0013, 0.001, -0.0015
O, 6.588, 2.39, 18.0246, 0.0002, 0.001, -0.0023
O, 5.5906, 10.7106, 11.2044, 0.0007, -0.0015, -0.001
O, 7.7564, 9.5881, 18.8489, 0, 0.0009, 0.0005
O, 10.0369, 1.0174, 12.0751, -0.0004, 0.0008, -0.0023
O, 1.3218, 6.9496, 9.0772, 0.0004, 0.0018, 0.001
O, 0.6272, 4.7643, 13.3624, -0.002, 0.0008, -0.0004
O, 5.7049, 7.6269, 19.0177, -0.0002, -0.0001, 0.0003
O, 5.2446, 5.0796, 11.5318, -0.0003, 0.0018, -0.0015
O, 2.7361, 6.9776, 15.1365, -0.0012, -0.0004, -0.0004
O, 0.9201, 2.7367, 11.4809, -0.0008, -0.0006, -0.0012
O, 0.872, 10.6838, 15.5625, -0.0007, -0.0004, -0.0026
O, 2.4165, 8.5795, 10.9244, -0.0012, 0.0032, 0.0032
O, 4.7053, 2.4241, 11.2849, -0.0013, 0.004, 0.0001
O, 4.269, 3.5046, 13.6942, 0, -0.0012, 0.001
O, 2.1952, 4.6859, 16.5248, 0.0001, 0.0014, -0.0031
O, 10.7322, 8.2471, 15.7156, -0.0002, -0.0002, -0.0023
O, 6.9508, 10.2924, 14.7155, -0.0004, -0.0001, -0.003
O, 2.3476, 8.9407, 13.4391, 0.0011, -0.0003, -0.0008
O, 8.053, 1.5481, 15.9246, 0.0004, 0.0013, -0.0016
O, 4.1401, 6.9902, 12.8712, -0.0023, 0.0017, -0.0011
O, 4.1797, 2.0127, 18.7393, 0.0002, 0.0004, -0.0001
O, 7.2728, 4.3988, 21.2438, 0.0081, 0.0064, -0.0084
O, 8.411, 2.9118, 11.1132, 0.0016, 0, 0.0029
O, 1.2254, 6.8925, 17.3936, -0.0004, 0.0006, -0.0016
O, 5.6679, 1.5713, 14.7861, -0.0008, 0.0013, -0.0028
O, 8.1386, 9.7424, 11.6018, 0.0026, 0.0006, -0.0011
O, 9.3034, 6.1248, 21.4802, -0.0012, -0.0108, -0.0029
O, 8.9682, 7.7043, 12.8812, -0.0007, -0.0002, -0.0014
O, 1.6576, 0.1097, 11.8979, -0.0009, 0.0012, -0.0016
O, 6.7133, 6.158, 17.1452, -0.0021, 0.0013, -0.0021
O, 7.3952, 7.7914, 15.0617, -0.001, 0.0021, -0.0014
O, 1.2203, 10.212, 21.1944, -0.0008, 0.0011, -0.0035
O, 10.0446, 8.2019, 18.3708, -0.0003, -0.0006, -0.0017
O, 3.9308, 0.8622, 21.0944, -0.0056, -0.0162, -0.0336
O, 0.3449, 5.3241, 10.9381, 0.0012, -0.0015, 0.0023
O, 6.7004, 1.5646, 9.6444, -0.0001, 0.0007, 0.0005
O, 4.788, 8.7134, 14.6885, 0.0008, 0.0015, -0.0019

Results
free energy: -135405.221 eV
free energy less fixed offsets of O -568.88, P -755.39, Si -635.61 eV per atom: 0.789 eV

The program warned: the cutoff lies below the one the program advises for these potential files; the forces do not sum to zero within the program's tolerance; the exchange-correlation potential is rough where the density is thin.
